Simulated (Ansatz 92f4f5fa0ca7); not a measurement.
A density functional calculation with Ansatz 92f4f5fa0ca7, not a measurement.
Periodic cell of 406 atoms, Si266O140, from a study of silicon, its oxide and their interface. The atomic structure is a simulated model.
Doubt: the cutoff is far below the 930 eV that the study's wrapper takes by default for these files, so forces and energies are approximate.

Settings: functional PBE; potential files Ansatz PAW; basis plane waves; wave-function cutoff 580 eV; density cutoff ratio 5; exchange-correlation grid ratio 1; k mesh 1 x 1 x 1, Gamma-centred; self-consistency stop 5e-08 eV per atom in the density residual; occupations fixed; spin none; net charge 0.

Cell vectors (angstrom)
a 15.4687 0 0
b 0 12.8259 0
c 0 0 36.3439

Atoms and the computed forces on them: element, x, y, z (angstrom), force x, y, z (eV/angstrom)
Si 0.032 1.138 33.701 0.001 -0.002 0.004
Si 3.879 1.186 33.614 -0.001 -0.003 -0.001
Si 7.68 1.152 33.638 0 -0.008 0.002
Si 11.458 1.13 33.673 -0.002 -0.005 0.007
Si 1.966 7.578 33.646 0.002 -0.001 0.003
Si 5.735 7.559 33.662 0.004 0.001 0.001
Si 9.632 7.594 33.61 -0.003 -0.001 0.002
Si 13.486 7.577 33.667 0 0.001 0.006
Si 1.934 5.247 34.077 0.017 0.091 0.179
Si 5.801 5.247 34.077 -0.036 -0.127 -0.72
Si 9.668 5.247 34.077 -0.225 0.002 -0.092
Si 13.535 5.247 34.077 -0.084 -0.229 -0.139
Si 0 11.66 34.077 0.087 0.138 0.621
Si 3.867 11.66 34.077 0.054 0.162 0.432
Si 7.734 11.66 34.077 -0.507 0.08 0.178
Si 11.602 11.66 34.077 -0.232 0.156 0.417
Si 0 4.664 35.314 0.02 0.054 -0.011
Si 3.867 4.664 35.314 0.044 -0.125 -0.101
Si 7.734 4.664 35.314 0.036 0.039 -0.025
Si 11.602 4.664 35.314 0.067 -0.02 -0.034
Si 1.934 11.077 35.314 0.005 0.03 0.022
Si 5.801 11.077 35.314 0.028 0.069 0.1
Si 9.668 11.077 35.314 0.063 -0.169 -0.131
Si 13.535 11.077 35.314 0.021 0.116 -0.013
Si 0 2.332 35.726 0.044 0.035 0.101
Si 3.867 2.332 35.726 -0.016 -0.065 -0.217
Si 7.734 2.332 35.726 0.001 -0.033 -0.222
Si 11.602 2.332 35.726 -0.278 0.003 -0.108
Si 1.934 8.745 35.726 0.187 0.003 -0.06
Si 5.801 8.745 35.726 -0.159 0.015 -0.073
Si 9.668 8.745 35.726 -0.043 -0.093 -0.203
Si 13.535 8.745 35.726 -0.185 -0.067 0.07
Si 1.934 1.749 0.619 0.08 0.036 -0.036
Si 5.801 1.749 0.619 0.028 -0.051 -0.047
Si 9.668 1.749 0.619 0.022 0.041 -0.003
Si 13.535 1.749 0.619 0.073 -0.075 -0.08
Si 0 8.162 0.619 0.023 -0.059 -0.067
Si 3.867 8.162 0.619 0.034 -0.014 0.016
Si 7.734 8.162 0.619 -0.016 -0.061 -0.072
Si 11.602 8.162 0.619 0.036 0.056 0.021
Si 0 5.83 1.031 -0.019 -0.014 0.029
Si 3.867 5.83 1.031 0.012 0.032 0.02
Si 7.734 5.83 1.031 -0.064 -0.004 0.016
Si 11.602 5.83 1.031 -0.049 0.03 0.028
Si 1.934 12.243 1.031 -0.05 0.01 0.062
Si 5.801 12.243 1.031 0.007 -0.034 0.006
Si 9.668 12.243 1.031 -0.011 0.076 0.057
Si 13.535 12.243 1.031 -0.004 -0.07 -0.022
Si 1.934 5.247 2.268 0.118 -0.013 -0.285
Si 5.801 5.247 2.268 0.1 0.078 0.416
Si 9.668 5.247 2.268 -0.018 -0.058 -0.297
Si 13.535 5.247 2.268 0.094 -0.055 0.141
Si 0 11.66 2.268 -0.101 0.049 -0.14
Si 3.867 11.66 2.268 0.068 0.048 0.233
Si 7.734 11.66 2.268 -0.155 0.011 0.04
Si 11.602 11.66 2.268 0.01 0.018 0.051
Si 1.934 2.915 2.68 -0.042 -0.149 -0.019
Si 5.801 2.915 2.68 -0.019 0.102 0.054
Si 9.668 2.915 2.68 -0.041 -0.131 -0.017
Si 13.535 2.915 2.68 -0.047 0.018 -0.044
Si 0 9.328 2.68 -0.052 0.106 0.143
Si 3.867 9.328 2.68 -0.093 0.139 0.082
Si 7.734 9.328 2.68 -0.001 0.01 -0.017
Si 11.602 9.328 2.68 -0.058 -0.007 -0.019
Si 2.882 3.458 28.617 -0.014 -0.005 0.003
Si -0.767 -4.153 26.985 0.003 -0.003 0.019
Si 7.038 -5.462 26.108 0 -0.003 0.005
Si 16.296 -2.386 27.223 0.004 -0.005 0.002
Si 2.289 9.804 28.99 0.017 -0.001 -0.002
Si 7.663 1.16 28.72 0 0.004 0.002
Si 12.271 10.687 23.341 0.003 0.001 0
Si 20.886 2.147 24.521 0.009 0.001 0.002
Si 4.723 6.65 24.277 -0.006 -0.016 0.016
Si 11.571 0.784 29.175 0.007 -0.021 0.019
Si 16.126 6.664 27.207 0.035 0.005 -0.015
Si 15.392 4.136 30.843 0.013 0.017 0.028
Si 2.499 5.542 26.197 -0.039 0.025 0.005
Si 7.567 11.617 22.47 0.01 0.005 0
Si 14.573 4.879 27.605 -0.015 0.001 -0.041
Si 17.34 11.041 30.921 -0.006 -0.001 0.003
Si -5.952 8.896 29.535 0.008 -0.002 0.003
Si 8.027 -2.502 25.172 -0.005 -0.001 0.004
Si 9.07 4.95 26.463 0.022 -0.007 0.01
Si 9.476 0.333 30.163 0.002 0.005 0
Si -1.963 11.049 30.756 -0.004 0.01 0.028
Si 5.704 7.913 28.941 0.005 -0.006 -0.024
Si 4.376 12.034 27.385 -0.006 -0.001 0.008
Si 20.304 12.817 22.246 0.014 0.002 0.003
Si 2.414 3.059 24.604 0.008 0.008 -0.004
Si 3.745 1.075 28.919 0.002 -0.006 0.002
Si 11.857 0.768 24.487 0 0.003 -0.01
Si 11.958 4.779 27.554 -0.022 0.001 -0.015
Si 0.428 3.192 28.72 0.039 -0.004 0.004
Si 3.193 10.548 21.561 0.003 0.001 -0.01
Si 4.414 8.714 19.784 0.007 -0.007 -0.006
Si 17.244 7.521 29.164 0 -0.004 -0.001
Si -1.748 -3.662 29.243 -0.016 -0.026 -0.025
Si 1.901 0.498 30.335 -0.004 0.01 -0.002
Si 11.681 -4.691 30.054 0.006 0.037 0.003
Si 13.505 0.565 30.488 -0.002 0.005 -0.027
Si -0.201 7.784 30.336 0.02 -0.003 0.005
Si 3.831 6.902 30.169 -0.007 0.002 0.006
Si 7.732 7.348 30.228 -0.003 -0.002 0.008
Si 11.953 5.965 29.57 0.037 -0.043 -0.035
Si -1.199 5.826 29.726 -0.085 -0.01 0.079
Si 3.779 4.557 30.62 0.004 -0.006 0.006
Si 7.849 4.834 30.492 -0.001 -0.004 0.004
Si 11.511 4.15 30.896 -0.012 -0.02 0.029
Si -0.087 13.765 29.106 -0.004 -0.016 0.001
Si 5.635 11.238 30.75 0.001 0.005 -0.003
Si 9.494 10.892 30.852 -0.005 0.001 0.005
Si 20.173 10.151 28.826 -0.005 0.01 -0.004
Si 1.93 4.092 32.042 -0.011 -0.011 0.001
Si 5.841 4.163 31.824 -0.003 0.002 0.002
Si 9.509 4.041 32.031 0.011 -0.002 -0.003
Si 13.477 3.815 32.16 -0.001 0.014 -0.016
Si -0.088 10.513 32.086 0.001 0.002 -0.002
Si 3.826 10.509 32.074 0.007 -0.005 0.01
Si 7.541 10.502 32.046 0 -0.002 0.01
Si 11.534 10.567 32.038 0.004 0 -0.001
Si 1.922 1.74 32.387 0.002 0.007 -0.001
Si 5.806 1.827 32.337 0.003 0.001 0.002
Si 9.538 1.638 32.28 0.002 0.001 -0.002
Si 13.479 1.577 32.615 0.002 -0.001 0.016
Si -0.027 8.226 32.581 -0.006 -0.007 0
Si 3.862 8.124 32.302 -0.001 0 0
Si 7.633 8.176 32.44 -0.003 0.003 0.006
Si 11.589 8.256 32.419 0.005 0.004 0.003
Si 0 2.332 3.917 0.163 -0.035 -0.181
Si 3.867 2.332 3.917 0.231 0.018 0.339
Si 7.734 2.332 3.917 0.011 0.06 0.285
Si 11.602 2.332 3.917 0.119 -0.221 -0.356
Si 1.934 8.745 3.917 0.424 0.537 0.373
Si 5.801 8.745 3.917 0.234 0.055 0.247
Si 9.668 8.745 3.917 -0.022 -0.08 -0.624
Si 13.535 8.745 3.917 -0.127 -0.324 -0.662
Si 2.051 6.441 4.274 0.001 0 0
Si 5.874 6.434 4.394 -0.001 0.002 -0.002
Si 9.695 6.412 4.287 -0.001 -0.002 -0.002
Si 13.591 6.453 4.325 -0.004 0.004 -0.002
Si -0.058 12.804 4.325 0 -0.004 -0.005
Si 3.863 12.823 4.375 0 -0.002 0
Si 7.662 12.823 4.342 0.001 0 -0.001
Si 11.58 12.81 4.354 -0.002 0.004 0.002
Si 0.137 5.991 5.5 -0.002 -0.001 -0.004
Si 3.922 5.861 5.607 0.004 -0.002 0.003
Si 7.848 5.848 5.638 -0.002 -0.001 -0.003
Si 11.628 5.883 5.513 0.006 -0.002 -0.002
Si 1.868 12.318 5.559 0 0.002 -0.004
Si 5.778 12.187 5.686 0 -0.001 -0.002
Si 9.602 12.269 5.537 -0.004 -0.002 -0.001
Si 13.505 12.05 5.542 0.005 -0.001 0.001
Si 0.192 3.715 5.809 -0.004 -0.003 -0.002
Si 3.986 3.536 6.002 -0.002 0.002 0
Si 7.833 3.506 6.019 0.001 -0.001 -0.002
Si 11.681 3.56 5.875 0.003 0 -0.006
Si 2.002 9.988 6.07 0.009 0.001 0.006
Si 5.87 9.794 6.077 -0.004 0 0.002
Si 9.67 9.931 5.89 -0.003 0.004 0
Si 13.559 9.731 5.981 0.004 -0.002 -0.006
Si 2.012 3.195 7.233 0.006 0.002 -0.001
Si 3.992 5.558 9.637 0.007 -0.003 0.002
Si 9.854 3.023 7.208 -0.001 0.005 0.004
Si 14.651 1.442 8.145 0 0.001 -0.006
Si 0.069 9.239 7.22 -0.001 0 0.003
Si 7.859 13.057 8.955 0.003 0.013 0.015
Si 15.154 12.123 12.26 0.019 -0.002 -0.014
Si 11.038 7.005 7.524 0.003 0 0.012
Si -5.948 9.857 18.33 -0.001 0.001 -0.004
Si 6.132 4.243 9.385 -0.002 -0.001 0.007
Si 8.608 6.918 7.668 0.006 -0.006 0.011
Si 17.466 2.039 10.716 -0.014 0.004 0.019
Si 1.372 13.777 7.383 -0.005 -0.006 0.001
Si 2.103 12.926 9.356 -0.004 -0.013 -0.005
Si 4.403 12.539 9.45 -0.007 0.012 0.012
Si 14.696 10.54 8.992 0.001 0.003 -0.002
Si 1.987 4.175 9.491 -0.013 0.006 0.007
Si 4.494 10.2 9.532 0.012 -0.001 0.002
Si 7.913 9.267 7.281 0.006 -0.003 -0.008
Si 11.53 9.326 7.16 -0.006 0.002 0.006
Si 3.128 12.096 16.16 0.008 -0.013 0.004
Si 0.688 15.284 13.763 0.018 -0.009 -0.09
Si 6.755 15.366 10.977 -0.013 0.006 -0.017
Si 13.472 7.163 10.564 0.009 0.002 0.057
Si -4.093 1.802 15.547 0.001 0.007 0.003
Si 4.081 1.008 11.441 -0.015 -0.013 -0.006
Si 11.888 5.722 9.34 -0.007 0 -0.012
Si 10.253 3.921 9.412 -0.003 -0.001 -0.007
Si 0.954 11.19 10.498 -0.014 0.006 0.003
Si 11.473 12.776 8.836 0.01 0.012 -0.001
Si 9.129 9.259 15.425 0.001 0.001 -0.002
Si 11.554 14.702 10.312 -0.011 -0.022 0.015
Si 3.328 6.937 7.665 -0.002 -0.001 -0.001
Si 0.058 5.856 9.459 0 -0.019 -0.007
Si 14.97 6.288 15.448 -0.007 -0.015 -0.005
Si 9.495 4.321 15.63 0.004 -0.003 -0.002
Si 0.84 7.006 7.563 0.009 0.001 0.001
Si 10.977 10.48 9.155 0 -0.011 -0.001
Si 12.918 9.544 10.228 0.003 0.01 0.003
Si 18.209 9.695 10.999 0.002 0.004 0.005
Si -7.126 6.516 11.657 -0.002 -0.003 -0.012
Si 5.908 2.974 7.325 0.002 0.001 -0.002
Si 9.705 0.698 7.535 0.005 -0.003 -0.003
Si 18.872 0.814 14.33 -0.01 0.006 -0.007
Si 3.945 9.252 7.365 -0.004 -0.001 -0.008
Si 6.533 10.65 15.115 0.009 -0.001 -0.002
Si 14.192 10.64 17.567 -0.009 -0.005 0.001
Si 17.928 9.209 15.564 0.003 -0.003 -0.005
O 34.775 13.01 12.866 -0.003 -0.006 0.001
O 24.758 4.949 17.143 -0.002 0.001 0.003
O 5.976 -7.572 20.867 -0.004 0 0
O 17.212 -17.381 23.544 -0.001 -0.001 0.003
O 3.379 -15.195 16.107 0.001 0.009 0.003
O 15.068 0.196 25.832 -0.002 0.006 -0.005
O -5.174 0.899 21.669 0.001 -0.001 0.003
O -15.749 -18.973 23.486 0.006 0.002 0
O 4.406 14.881 14.682 0.004 -0.004 0.006
O 12.077 16.26 22.017 -0.004 -0.002 0.006
O 21.12 4.232 13.954 0.004 0 -0.003
O 26.495 0.737 14.379 -0.002 -0.012 -0.001
O 51.798 1.962 11.674 0.025 0.018 -0.001
O 20.159 20.573 12.397 0.002 -0.007 0.002
O 19.304 -5.292 20.774 -0.001 0 0.007
O 11.625 5.261 20.079 -0.001 0.009 -0.002
O -5.917 10.241 14.167 0 -0.001 0.002
O 21.685 14.221 25.746 0.001 0 -0.002
O -11.456 15.712 24.936 0.003 -0.003 0.001
O 21.716 19.476 24.862 -0.001 -0.003 -0.003
O 24.871 -13.231 12.611 0.001 0.006 -0.005
O 27.648 -2.96 24.738 -0.004 0.008 -0.01
O 11.513 10.88 27.36 0.005 0.002 0.006
O 24.254 -1.519 18.332 0 0.001 0
O 15.08 11.408 21.023 0.003 -0.001 0.002
O 23.49 -14.211 20.897 -0.002 -0.002 0.003
O 20.977 -2.975 14.118 -0.001 -0.002 -0.002
O -1.671 13.88 18.446 0.005 -0.01 0.001
O 28.789 16.116 19.754 -0.017 0.016 0.044
O 22.726 3.609 17.851 0.001 -0.001 0
O 16.855 19.469 21.404 0.001 0.001 0.004
O 8.473 8.705 18.766 0.003 0.001 0.001
O 35.441 10.08 20.663 -0.006 0.004 0.006
O 15.815 2.635 19.156 0.039 -0.007 0.008
O 12.09 -13.373 23.546 0.003 -0.006 0.002
O 21.417 -1.159 22.474 -0.008 0.001 0
O 10.661 2.778 19.828 0.001 0.002 0
O -6.808 4.249 25.035 -0.003 -0.001 -0.009
O 7.365 21.737 25.667 0.006 0.005 0.001
O 11.382 13.088 19.395 0.004 -0.005 -0.001
Si 8.549 -2.19 9.143 -0.005 -0.002 0.005
Si 13.721 -9.633 6.938 0.002 -0.003 -0.002
Si 25.969 -3.11 26.808 -0.002 -0.003 0.006
Si 12.722 -4.314 25.52 0.014 -0.005 0.011
Si 17.471 7.91 18.233 0 -0.005 -0.006
Si 27.925 -6.214 20.47 0.002 -0.003 0.002
Si 13.886 15.329 10.146 0.005 0.005 0.004
Si 26.376 0.191 12.859 0.002 0.005 -0.006
Si 13.253 16.1 23.142 -0.006 0.001 0.006
Si 13.236 -4.858 13.573 0.011 0 -0.006
Si 15.933 -1.498 15.246 -0.009 -0.01 -0.006
Si 22.656 4.308 13.435 0.003 0.005 0.005
Si 23.743 -7.452 9.56 0.01 0.005 0.004
Si 8.646 3.522 28.507 0.001 -0.008 0.008
Si 10.311 6.802 14.041 -0.002 0.002 0.002
Si 14.395 -2.798 21.515 -0.008 0 0.005
Si 19.783 -3.798 13.375 -0.007 0 0.003
Si -0.654 -13.345 27.338 0.009 0.005 0.009
Si 0.856 0.602 24.894 -0.003 -0.006 0.005
Si 20.151 17.579 21.709 0.005 0.001 0.003
Si 18.152 6.401 20.457 0.003 -0.008 -0.003
Si 27.889 0.229 18.14 -0.002 0.006 0.004
Si 16.145 -5.241 22.524 -0.01 -0.008 -0.001
Si 17.506 -7.644 13.969 -0.007 -0.001 0.003
Si 7.57 5.552 21.059 0.002 -0.001 0.006
Si 29.083 -6.586 23.47 0 -0.007 0.001
Si 13.78 4.49 8.849 0.011 0.01 0.006
Si 7.939 3.876 23.633 0.009 0 0.006
Si 21.095 -12.992 17.455 0.009 -0.001 -0.001
Si 13.544 12.328 7.87 0.003 0.002 0.009
Si 14.528 7.698 18.215 0 -0.005 -0.006
Si 14.014 -9.402 15.669 -0.04 0.1 -0.011
Si 3.145 -16.519 23.491 0.007 -0.002 0.001
Si 8.095 4.927 18.27 0.002 -0.001 0
Si 12.353 -0.52 27.38 -0.005 0.004 0.009
Si 11.897 -9.139 20.412 -0.011 -0.003 0.005
Si 19.86 -10.608 20.397 0.009 0.006 0.002
Si 16.091 2.111 22.401 -0.008 -0.004 0
Si 24.022 -1.616 13.27 -0.001 -0.002 0.013
Si 22.8 -17.989 19.211 0.002 -0.004 0.006
Si 11.595 -3.403 20.677 -0.002 0.003 0.002
Si 5.755 0.775 30.207 0.002 -0.002 -0.003
Si -5.225 1.208 20.072 -0.002 0 0.005
Si 6.527 0.049 26.682 0 -0.001 0.013
Si 13.182 -14.887 12.244 -0.004 -0.02 -0.007
Si 9.376 1.255 22.962 -0.001 0.002 0.001
Si 20.034 16.467 15.01 0.001 0.005 0.002
Si 16.73 -11.104 20.173 -0.007 0.004 0.009
Si 14.272 2.604 18.646 0.006 -0.043 0.006
Si 3.478 -5.931 11.609 0.004 -0.007 -0.018
Si 15.345 -11.194 11.777 0.004 0.013 -0.018
Si 0.741 -1.338 19.858 -0.008 0 0.001
Si 7.964 12.19 19.423 0.005 0.001 0.004
Si 5.848 0.592 7.761 -0.009 -0.004 0
Si 18.117 -1.658 25.854 0.006 -0.004 0.025
Si 5.856 2.844 17.628 0.004 0.001 0.001
Si 26.517 -9.8 28.862 0.006 0.022 -0.01
Si 22.884 -3.304 10.806 0.012 0.002 -0.014
O -20.49 -20.313 14.765 0.001 -0.002 -0.001
O 10.73 5.126 26.445 -0.013 0.001 0.015
O 20.481 0.773 20.828 -0.003 -0.004 0.001
O 21.319 -16.103 10.285 -0.018 0.004 -0.005
O 18.869 -2.756 12.49 -0.003 0.003 0.002
O 4.74 -22.521 21.713 -0.002 -0.004 0.001
O 32.874 4.553 25.016 -0.007 -0.011 -0.01
O 25.761 1.198 24.302 0 -0.004 0.002
O 30.731 -10.269 15.123 0.094 -0.069 0.054
O 11.363 7.805 20.678 0.002 -0.002 0.002
O 34.159 17.371 14.884 0.003 -0.002 0.003
O 20.577 -10.07 19.059 -0.003 -0.002 0.003
O 14.722 -9.804 22.471 0.011 -0.004 -0.007
O 0.208 12.086 13.843 0.001 -0.005 0.014
O 12.833 14.855 24.111 0.003 -0.004 0.005
O 11.752 20.361 14.052 -0.013 -0.003 0.004
O 27.401 11.782 12.587 0.004 -0.007 -0.001
O 32.412 12.198 16.224 0.007 0.003 0.004
O 25.473 9.556 16.789 0.001 -0.001 0.003
O -4.31 -11.364 11.875 0.005 0.012 -0.009
O 4.581 -20.21 23.178 -0.001 0.002 0.003
O 12.665 41.182 15.139 -0.091 -0.05 -0.048
O 2.039 -0.512 24.847 -0.006 0.009 -0.006
O 25.081 23.131 25.568 0.005 -0.001 -0.001
O 15.527 -1.904 18.489 0.012 0.003 0.005
O 14.539 -14.549 16.041 0.003 0.002 -0.001
O 4.925 -11.836 23.501 -0.004 -0.004 -0.003
O -2.663 7.241 24.482 -0.002 -0.001 0.001
O 21.59 -11.489 17.041 -0.002 -0.003 -0.001
O 26.196 -2.854 19.424 0.005 -0.002 0.003
O 28.774 -3.232 13.416 0.002 0.007 0.002
O 29.04 6.969 19.325 -0.001 -0.001 0.003
O 45.004 -7.867 15.13 0.004 0.015 0.003
O 17.006 1.98 25.477 -0.008 -0.007 0.011
O 25.247 -6.145 12.484 0.004 -0.004 0.003
O 14.868 6.606 17.047 0.003 0.005 0.011
O 13.367 4.698 23.965 0.001 0.003 0.001
O 32.894 -17.558 16.634 0.003 0.002 0.003
O 21.519 20.178 27.411 -0.009 0.003 0.019
O 13.597 7.126 12.214 -0.002 -0.003 -0.037
O 19.432 -0.186 17.503 -0.008 -0.003 -0.005
O 37.38 -9.54 23.945 -0.003 -0.001 0.001
O 14.342 7.567 14.679 0.001 0.009 0.002
O -12.222 -3.933 18.651 0.001 0.003 0.003
O 18.829 8.362 14.522 -0.002 0.002 0.005
O -22.796 25.855 23.055 0.002 0 0.001
O 31.44 -4.637 18.837 0.004 0.004 0.004
O 11.411 -4.466 26.523 -0.002 0.002 -0.001
O 16.6 9.873 14.89 0.001 0.004 0.003
O 38.897 17.978 22.592 0.001 0 0
O 32.904 10.587 20.462 0.009 -0.003 0.005
O 7.307 -6.451 18.185 0 -0.002 -0.001
O -29.004 1.509 14.198 0.026 -0.015 0.009
O 12.054 13.209 26.037 0.007 0.001 -0.001
O 8.444 4.773 19.886 0.001 0 -0.001
O 27.127 -11.928 16.87 0 -0.001 0
O 33.584 -19.63 12.718 0 0 0.007
O 9.385 -29.192 27.921 0.003 -0.001 -0.002
O 18.756 -15.641 24.874 0.007 -0.007 -0.006
O 33.355 -30.428 11.02 -0.001 0 0.003
O -7.488 -15.215 23.523 0.001 -0.002 0.004
O 5.865 -17.275 19.153 -0.007 0.003 0.001
O 7.563 -9.639 12.28 0.01 -0.006 0.007
O 31.275 -12.026 23.358 -0.001 0.003 -0.001
O 5.903 -14.121 16.315 -0.002 0 0.003
O 8.368 -6.368 26.461 0.004 0.004 0
O 21.904 12.296 18.837 -0.004 -0.001 0
O 11.27 22.956 22.14 0.003 -0.001 0.003
O 7.71 10.398 12.153 -0.007 0.002 0.011
O 7.764 -4.841 11.239 -0.002 0 -0.002
O 31.971 -19.605 14.928 0.008 -0.001 0
O 23.589 -8.692 14.764 -0.006 -0.002 -0.004
O 7.342 18.609 12.742 -0.003 -0.004 0.006
O 44.137 -3.14 20.448 0.004 0 0.002
O 24.769 -5.115 14.953 0 0 0.002
O 8.734 13.653 19.529 -0.001 0 -0.001
O 22.861 -13.887 14.275 0.002 -0.002 -0.001
O 7.541 9.524 15.75 -0.002 -0.001 0.002
O 18.633 4.56 27.376 -0.001 -0.007 0.011
O 18.862 -0.765 22.165 -0.006 -0.002 0.002
O 32.144 -12.642 19.64 0.004 -0.002 -0.003
O -1.37 -9.372 17.285 -0.007 0.046 0.046
O 7.663 1.329 10.261 0.005 -0.004 -0.004
O -1.649 23.207 22.973 -0.003 0 0
O 18.791 -7.843 20.842 -0.001 0 0
O 24.242 2.746 22.817 0.003 -0.002 0.003
O 16.648 -21.691 13.315 0.016 0.017 -0.01
O -2.302 32.037 21.916 0.001 0 0.004
O -1.655 21.873 17.619 0.002 0.004 0
O 33.748 2.181 20.063 -0.001 -0.004 0
O 20.474 -21.911 16.574 -0.002 0.001 -0.001
O 28.336 -1.321 17.961 0.004 -0.003 0
O 23.181 -5.669 20.735 0 0.001 0
O -11.063 -17.571 23.555 -0.002 0.007 -0.001
O 17.824 -6.399 18.852 0.001 0.002 0.005
O 1.96 2.866 23.037 0.004 -0.001 -0.004
O 25.621 2.841 15.806 -0.005 0 0.003
O 30.824 -4.087 21.689 0.006 0.001 -0.001
O 19.168 -19.216 25.531 0.046 0.021 -0.026
O 7.305 -1.18 25.855 0.002 0.005 -0.004

Results
free energy: -248711.858 eV
free energy less fixed offsets of O -568.88, Si -635.61 eV per atom: 3.602 eV

The program warned: the cutoff lies below the one the program advises for these potential files; the exchange-correlation potential is rough where the density is thin.
